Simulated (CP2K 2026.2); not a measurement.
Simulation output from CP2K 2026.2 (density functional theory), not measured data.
Periodic cell of 534 atoms, Si358O176, from a study of silicon, its oxide and their interface. The atomic structure is a simulated model.
Doubt: the forces sum to 2.38 eV/angstrom along one axis rather than to zero, so they err by at least 0.0045 eV/angstrom per atom on average; the grid cutoff is modest.

Settings
functional: PBE
method: Gaussian and plane waves
basis set: DZVP-MOLOPT-SR-GTH
pseudopotentials: GTH-PBE
grid cutoff: 350 Ry, relative cutoff 50 Ry
k points: Gamma only
occupations: fixed
spin: none
net charge: 0

Cell vectors (angstrom)
a 16.4025 0 0
b 0 16.4025 0
c 0 0 35.4428

Atoms and the computed forces on them: element, x, y, z (angstrom), force x, y, z (eV/angstrom)
Si 0.173 16.312 35.362 -0.106 0.104 -0.079
Si 2.369 3.378 35.231 -0.039 0.105 0.256
Si 0.128 5.579 0.249 0.184 -0.036 -0.3
Si 2.712 8.455 0.414 0.144 -0.075 -0.393
Si 0.657 10.689 0.067 -0.011 -0.05 -0.091
Si 2.619 14.183 35.402 0.123 -0.064 -0.255
Si 5.66 0.286 35.416 -0.057 0.084 0.161
Si 8.035 3.059 0.082 0.071 0.041 0.056
Si 5.757 5.148 0.031 0.282 0.081 0.024
Si 8.187 8.594 35.418 -0.312 -0.048 0.148
Si 5.888 10.864 0.009 -0.1 0.163 -0.149
Si 7.938 14.517 35.351 -0.143 0.052 0.154
Si 11.368 16.275 35.36 -0.026 -0.01 0.019
Si 13.307 3.246 35.327 0.327 -0.267 0.093
Si 10.928 5.561 35.254 0.081 0.302 0.274
Si 14.269 7.803 35.437 0.149 -0.06 -0.024
Si 11.098 11.247 35.188 0.061 -0.012 -0.075
Si 13.592 14.029 0.025 0.033 0.211 0.121
Si 1.343 1.618 1.139 -0.024 -0.064 -0.331
Si 4.082 4.145 1.349 -0.041 0.137 -0.197
Si 1.468 6.898 1.616 0.096 0.132 -0.154
Si 4.277 9.807 1.46 0.098 -0.114 -0.218
Si 1.64 12.422 1.311 -0.139 0.047 -0.152
Si 4.16 15.335 1.294 0.161 0.061 -0.286
Si 6.883 1.578 1.486 0.028 -0.027 -0.339
Si 9.601 4.302 1.329 -0.144 -0.228 -0.352
Si 6.95 6.912 1.224 -0.146 0.001 -0.324
Si 9.808 9.744 1.214 0.02 0.073 -0.224
Si 6.962 12.618 1.203 0.084 -0.05 -0.262
Si 9.668 15.283 1.314 0.137 -0.056 -0.208
Si 12.402 1.52 1.27 -0.072 -0.05 -0.159
Si 15.034 4.163 1.318 -0.247 0.01 -0.148
Si 12.369 6.948 1.214 0.051 -0.009 -0.237
Si 15.249 9.617 1.241 0.025 -0.104 -0.195
Si 12.437 12.416 1.29 0.069 0.046 -0.189
Si 15.075 15.228 1.38 -0.03 -0.123 -0.267
Si 16.388 2.795 2.674 0.028 -0.02 -0.033
Si 2.737 0.239 2.61 -0.158 0.019 0.098
Si 0.064 8.319 2.799 -0.017 0.069 0.301
Si 2.862 5.522 2.827 0.092 -0.058 0.129
Si 0.078 13.738 2.611 0.117 0.038 0.123
Si 2.913 11.132 2.797 -0.036 0.052 0.173
Si 5.431 2.835 2.782 -0.097 -0.017 0.194
Si 8.307 0.184 2.737 0.071 -0.001 0.194
Si 5.593 8.279 2.674 0.141 -0.05 0.063
Si 8.254 5.614 2.709 -0.042 0.094 0.091
Si 5.517 13.859 2.638 0.033 0.003 -0.09
Si 8.36 11.138 2.573 -0.049 0.147 -0.042
Si 10.963 2.84 2.64 0.005 0.003 0.057
Si 13.734 0.178 2.72 -0.059 0.066 0.113
Si 11.08 8.349 2.627 -0.023 -0.091 -0.023
Si 13.667 5.553 2.672 -0.175 -0.09 0.082
Si 10.989 13.758 2.638 -0.21 0.043 0.042
Si 13.811 11.003 2.597 0.037 -0.165 0.001
Si 1.384 4.147 4.067 0.088 -0.027 -0.025
Si 4.093 1.449 4.122 0.043 0.027 -0.058
Si 1.488 9.699 4.093 -0.101 -0.046 -0.049
Si 4.231 6.936 4.111 -0.041 -0.003 -0.035
Si 1.42 15.154 3.988 -0.022 0.002 -0.175
Si 4.249 12.49 4.118 -0.087 0.003 0.03
Si 6.871 4.219 4.077 -0.055 0.042 -0.114
Si 9.655 1.508 4.107 -0.136 0.022 -0.052
Si 6.979 9.704 3.982 0.006 -0.088 -0.132
Si 9.669 6.981 4.025 -0.015 -0.09 -0.034
Si 6.912 15.158 4.042 0.023 -0.01 -0.079
Si 9.648 12.423 4.064 0.062 -0.083 -0.088
Si 12.32 4.172 4.061 0.153 0.045 -0.119
Si 15.091 1.462 4.122 -0.001 -0.043 -0.016
Si 12.423 9.673 4.02 -0.029 0.056 0.003
Si 15.051 6.902 4.082 -0.039 0.137 -0.089
Si 12.35 15.138 4.02 -0.013 0.016 -0.097
Si 15.13 12.365 4.013 0.044 0.046 -0.048
Si 0.007 16.368 10.913 0.034 0.024 0.016
Si 2.712 2.694 10.908 0.044 0.036 0.025
Si 16.399 5.433 10.878 0.027 0.026 -0.011
Si 2.731 8.185 10.881 0.044 -0.007 0.003
Si 0.025 10.918 10.874 0.023 -0.013 -0.008
Si 2.737 13.646 10.905 0.019 -0.005 0.012
Si 5.456 16.367 10.902 0.039 0.003 0.007
Si 8.181 2.7 10.891 0.042 0.011 -0.008
Si 5.433 5.435 10.899 0.044 0.028 -0.01
Si 8.193 8.195 10.919 0.02 0.002 -0.003
Si 5.46 10.929 10.899 0.019 0.018 0.001
Si 8.206 13.662 10.893 0.052 -0.016 0.002
Si 10.942 16.379 10.878 0.012 0.018 -0.008
Si 13.674 2.691 10.893 0.004 0.009 0.017
Si 10.929 5.438 10.892 0.011 0.051 -0.01
Si 13.688 8.192 10.892 0.015 0.013 0.009
Si 10.955 10.938 10.908 0.006 0.011 -0.004
Si 13.691 13.658 10.897 0.006 0.007 0.01
Si 1.371 1.301 12.299 -0.043 -0.011 0.007
Si 4.064 4.048 12.279 -0.027 -0.005 0.022
Si 1.366 6.784 12.236 -0.067 -0.029 -0.028
Si 4.077 9.55 12.259 0.002 -0.034 0.011
Si 1.371 12.263 12.267 -0.005 -0.037 -0.001
Si 4.093 14.996 12.287 -0.023 -0.013 0.002
Si 6.82 1.313 12.267 -0.008 0.03 0.012
Si 9.559 4.045 12.247 -0.01 0.008 -0.01
Si 6.794 6.799 12.255 -0.014 -0.029 -0.01
Si 9.574 9.564 12.267 -0.014 -0.023 -0.008
Si 6.815 12.3 12.257 0.015 -0.023 -0.022
Si 9.578 15.016 12.256 -0.037 -0.012 -0.028
Si 12.324 1.296 12.259 -0.063 -0.017 -0.01
Si 15.063 4.029 12.249 -0.012 0.042 0.001
Si 12.32 6.787 12.234 -0.075 -0.06 -0.022
Si 15.076 9.544 12.25 -0.014 0.022 0.008
Si 12.33 12.294 12.275 -0.018 -0.033 0.003
Si 15.067 14.982 12.291 -0.057 0.004 0.007
Si 16.385 2.642 13.664 0.011 0.034 0.036
Si 2.696 16.297 13.686 0.071 0.039 -0.01
Si 0.007 8.13 13.61 0.096 -0.083 -0.029
Si 2.644 5.372 13.642 0.032 0.11 -0.001
Si 0.011 13.589 13.671 0.019 -0.019 -0.008
Si 2.697 10.882 13.651 -0.036 0.049 -0.015
Si 5.392 2.618 13.63 0.076 0.015 -0.023
Si 8.167 16.321 13.633 0.112 -0.042 0.001
Si 5.388 8.133 13.62 0.063 -0.012 0.02
Si 8.134 5.375 13.587 0.04 0.087 -0.027
Si 5.434 13.615 13.665 0.032 -0.021 0.013
Si 8.164 10.921 13.61 -0.017 0.018 0.011
Si 10.911 2.631 13.59 -0.022 0.068 0.012
Si 13.686 16.328 13.653 0.021 -0.022 -0.011
Si 10.943 8.146 13.586 0.008 -0.025 0.004
Si 13.665 5.374 13.579 0.003 0.038 0.009
Si 10.949 13.663 13.631 -0.055 0.025 -0.002
Si 13.721 10.918 13.615 -0.015 -0.071 -0.017
Si 1.321 3.978 15.075 -0.033 0.005 0.067
Si 4.053 1.244 15.057 -0.052 -0.007 0.087
Si 1.343 9.479 15.012 -0.06 -0.009 0.054
Si 3.977 6.763 14.985 -0.044 -0.131 -0.031
Si 1.37 14.895 15.087 -0.052 -0.032 0.049
Si 4.048 12.243 15.03 0.045 -0.044 0.005
Si 6.756 3.99 14.952 -0.006 0.006 0.054
Si 9.555 1.262 14.978 -0.083 -0.038 -0.012
Si 6.771 9.519 14.937 -0.035 0.023 -0.007
Si 9.527 6.752 14.89 -0.023 -0.109 -0.112
Si 6.789 14.978 15.043 0.006 0.065 0.054
Si 9.521 12.322 14.949 0.017 -0.014 -0.015
Si 12.327 3.948 14.922 -0.057 0.03 -0.042
Si 15.048 1.25 15.053 -0.031 -0.015 0.045
Si 12.369 9.495 14.909 0.032 0.056 -0.05
Si 15.04 6.721 14.931 -0.071 -0.011 -0.03
Si 12.348 14.962 15.048 -0.02 0.003 0.095
Si 15.065 12.234 15.07 0.024 -0.009 0.113
Si 16.391 16.244 16.446 -0.037 0.02 0.04
Si 2.666 2.552 16.466 0.082 -0.065 0.078
Si 16.246 5.307 16.388 0.001 0.041 -0.013
Si 2.634 8.096 16.431 -0.013 0.001 0.063
Si 16.375 10.775 16.44 0.074 -0.044 -0.017
Si 2.711 13.52 16.516 0.005 -0.023 0.095
Si 5.374 16.259 16.476 0.077 -0.006 0.014
Si 8.072 2.549 16.29 0.147 -0.011 0.123
Si 5.285 5.295 16.27 -0.04 0.217 -0.051
Si 8.148 8.119 16.218 -0.03 0.015 0.025
Si 5.361 10.805 16.353 -0.004 0.077 0.044
Si 8.153 13.624 16.414 0.006 -0.031 0.093
Si 10.974 16.36 16.379 -0.121 -0.087 -0.01
Si 13.611 2.568 16.393 0.09 0.045 0.009
Si 10.895 5.313 16.152 0.051 -0.017 0.145
Si 13.736 8.117 16.285 -0.01 -0.124 0.117
Si 10.98 10.927 16.127 -0.019 -0.108 -0.012
Si 13.722 13.603 16.48 -0.061 0.013 0.047
Si 1.355 1.095 17.891 0.233 0.01 -0.014
Si 3.99 3.979 17.805 0.07 -0.071 0.115
Si 1.115 6.75 17.717 -0.03 0.105 -0.057
Si 4.045 9.432 17.832 0.092 -0.072 0.021
Si 1.405 12.004 17.855 0.009 -0.056 -0.04
Si 4.067 14.868 17.958 -0.005 0.033 0.036
Si 6.7 1.276 17.821 -0.064 0.143 0.023
Si 9.576 3.87 17.487 0.109 -0.041 -0.268
Si 6.646 6.749 17.46 -0.14 -0.111 -0.16
Si 9.639 9.534 17.393 0.113 0.167 -0.302
Si 6.717 12.168 17.697 -0.065 0.021 -0.212
Si 9.588 15.039 17.73 -0.021 0.143 -0.119
Si 12.334 1.218 17.874 -0.062 0.05 0.111
Si 14.918 3.884 17.813 -0.022 0.075 0.097
Si 12.298 6.675 17.446 0.086 -0.143 -0.22
Si 15.01 9.408 17.855 0 -0.091 0.085
Si 12.265 12.143 17.655 -0.008 -0.107 -0.097
Si 15.089 14.96 17.957 0.032 -0.028 0.116
Si 16.325 2.443 19.159 -0.21 0.246 0.191
Si 2.702 16.167 19.48 0.052 0.007 0.157
Si 16.293 7.976 19.374 0.012 0.097 0.301
Si 2.387 5.315 18.97 0.126 -0.048 0.264
Si 0.075 13.363 19.184 0.017 0.069 0.128
Si 2.681 10.61 19.419 0.012 -0.004 0.175
Si 5.373 2.686 19.331 0.05 0.126 0.292
Si 8.168 16.369 19.124 0.051 0.074 0.362
Si 5.446 7.977 19.076 -0.072 -0.105 0.184
Si 8.067 5.277 18.481 -0.125 0.024 0.167
Si 5.388 13.357 19.287 -0.007 -0.094 0.214
Si 8.258 10.779 18.74 0.034 0.055 0.08
Si 10.85 2.621 19.083 -0.149 0.073 0.168
Si 13.683 16.353 19.455 0.04 -0.128 0.118
Si 10.985 8.129 18.642 0.166 0.183 0.306
Si 13.392 5.299 19.001 -0.157 0.033 0.237
Si 10.978 13.585 18.959 0.067 0.031 0.136
Si 13.48 10.717 19.121 -0.092 -0.184 0.268
Si 1.233 3.825 20.499 -0.089 -0.045 -0.236
Si 3.622 1.656 20.807 0.172 -0.012 0.019
Si 1.627 8.914 20.909 -0.492 -0.118 -0.014
Si 3.712 6.714 20.219 0.294 0.021 -0.1
Si 1.699 14.245 20.706 -0.084 0.137 -0.051
Si 3.952 12.004 20.879 0.142 -0.111 -0.093
Si 7.195 4.041 20.238 -0.153 0.034 -0.1
Si 9.266 1.655 20.514 0.161 -0.341 -0.159
Si 7.404 8.998 19.993 0.123 -0.343 0.539
Si 9.416 6.76 19.531 -0.13 -0.145 0.584
Si 7.044 14.66 20.307 0.099 -0.083 0.248
Si 9.284 12.441 20.069 -0.1 -0.201 0.611
Si 11.524 4.478 20.369 0.012 0.22 0.048
Si 15.053 1.421 20.925 -0.094 -0.149 -0.339
Si 12.296 8.984 20.418 -0.273 0.185 -0.056
Si 14.499 6.739 20.429 -0.131 0.027 -0.102
Si 12.62 14.453 20.457 -0.181 0.09 0.4
Si 14.793 12.194 20.366 0.053 -0.05 0.231
Si 0.297 15.886 22.952 -0.012 0.02 0.066
Si 2.785 1.326 23.734 0.133 0.136 0.35
Si 15.182 4.233 22.28 0.2 0.125 0.008
Si 4.403 7.418 24.329 -0.134 0.066 0.252
Si 0.43 14.535 25.752 0.11 -0.209 0.18
Si 5.597 13.793 28.198 0.069 -0.024 -0.013
Si 1.675 3.444 25.628 0.115 0.114 0.223
Si 6.412 2.81 23.527 0.033 -0.01 0.604
Si 5.468 5.354 22.26 0.035 0.07 0.097
Si 9.557 12.049 22.963 -0.125 0.06 0.286
Si 6.834 16.327 22.919 0.056 -0.126 0.237
Si 7.809 9.89 22.897 0.13 0.017 0.267
Si 11.256 14.321 23.361 -0.044 -0.234 0.37
Si 14.674 10.833 23.093 -0.129 0.055 0.254
Si 7.558 3.477 29.04 -0.101 0.053 -0.078
Si 13.561 4.814 24.837 -0.166 0.098 0.2
Si 10.662 8.502 23.001 0.053 0.024 0.222
Si 12.058 9.229 25.823 0.082 0.187 0.132
Si 5.217 0.703 25.17 0.034 0.042 0.258
Si 1.604 6.56 25.475 0.083 -0.009 0.142
Si 0.361 9.041 23.93 -0.05 -0.002 0.298
Si 2.599 10.628 30.677 0.183 0.033 -0.058
Si 1.321 12.744 29.248 0.063 0.058 0.031
Si 3.563 4.074 27.839 0.137 -0.092 -0.045
Si 11.073 5.461 23.185 -0.033 0.024 0.075
Si 4.636 11.817 26.154 -0.017 -0.032 0.224
Si 6.377 12.046 32.756 -0.129 0.103 -0.377
Si 3.008 13.984 26.893 -0.162 0.131 0.109
Si 9.8 0.409 23.392 0.038 -0.048 0.242
Si 12.706 2.593 26.91 -0.09 -0.025 0.069
Si 13.471 6.901 26.903 -0.06 0.165 0.043
Si 9.864 1.856 26.09 -0.047 -0.068 0.305
Si 10.588 7.423 27.565 -0.004 0.076 0
Si 12.132 11.647 24.269 0.009 0.105 0.294
Si 5.012 10.239 23.546 0.158 -0.212 0.18
Si 15.652 2.64 27.525 0.006 0.05 0.108
Si 1.764 6.17 28.607 0.013 0.032 -0.096
Si 16.152 11.5 25.506 0.001 0.006 0.24
Si 4.369 6.922 33.549 -0.273 0.123 0.073
Si 15.161 0.742 29.792 -0.015 0.05 -0.048
Si 15.092 11.575 28.414 -0.044 -0.04 -0.051
Si 3.878 6.148 30.856 0.122 0.009 -0.186
Si 7.348 15.751 29.52 0.044 -0.042 0.031
Si 4.04 9.675 28.274 0.051 0.168 -0.08
Si 8.697 4.314 25.023 -0.017 -0.002 0.208
Si 4.785 3.254 30.417 0.17 0.129 -0.305
Si 7.945 5.945 27.318 -0.002 -0.062 0.025
Si 13.582 5.948 31.364 -0.024 -0.053 -0.223
Si 11.214 7.645 30.387 0.009 0.154 -0.221
Si 15.239 5.525 28.949 0.002 -0.006 -0.116
Si 9.519 1.231 30.275 0.01 -0.078 -0.306
Si 12.91 10.192 30.334 -0.008 0.087 -0.232
Si 6.508 7.411 31.679 -0.106 -0.028 -0.267
Si 7.091 1.273 27.403 -0.028 -0.045 -0.103
Si 0.114 10.764 32.618 0.026 -0.043 -0.347
Si 5.553 10.118 30.694 -0.192 -0.078 -0.108
Si 15.501 14.462 28.498 0.074 -0.124 0.028
Si 2.83 15.237 32.602 0.145 -0.231 -0.241
Si 5.162 6.91 27.275 -0.045 -0.045 0.005
Si 12.426 3.554 32.707 0.217 -0.146 -0.413
Si 5.307 14.295 31.1 0.127 -0.046 -0.225
Si 9.349 7.172 32.872 -0.082 -0.073 -0.155
Si 3.99 1.698 33.096 0.131 -0.09 0.006
Si 9.236 12.893 33.509 0.191 0.028 -0.278
Si 9.963 1.854 33.333 -0.085 -0.201 0.088
Si 16.232 15.809 32.323 0.032 -0.015 -0.052
Si 11.767 12.058 32.284 0.051 -0.2 -0.225
Si 14.382 8.632 32.629 0.1 0.203 -0.376
Si 12.368 2.25 29.832 -0.063 -0.119 -0.27
Si 14.61 13.187 32.694 -0.062 0.043 -0.113
O 1.249 15.079 35.221 0.169 -0.063 0.145
O 16.08 0.152 33.782 -0.215 0.336 0.301
O 3.104 2.872 33.83 -0.221 0.244 0.021
O 5.737 7.693 33.097 -0.076 0.073 0.266
O 15.472 6.68 34.94 -0.415 0.038 0.008
O 1.232 4.584 34.816 -0.027 0.014 0.488
O 3.358 6.74 32.281 -0.164 0.111 0.026
O 1.604 9.388 35.064 0.062 0.442 0.702
O 15.499 11.947 32.05 -0.077 0.067 0.182
O 0.537 11.435 34.037 -0.192 0.277 0.091
O 1.283 15.091 32.131 0.028 0.079 0.167
O 3.172 14.172 33.814 -0.153 -0.027 0.423
O 5.208 1.218 34.103 0.075 -0.314 0.357
O 5.488 6.526 30.719 -0.048 -0.096 0.123
O 8.676 2.221 34.257 0.028 -0.02 0.193
O 6.924 4.109 34.86 -0.275 0.09 0.349
O 3.595 7.724 34.691 0.104 -0.193 -0.026
O 4.875 5.484 34.112 -0.154 -0.352 0.051
O 8.844 8.3 33.925 0.016 0.002 0.302
O 6.985 9.682 35.111 0.18 -0.149 0.007
O 5.444 11.386 33.923 0.048 -0.301 0.394
O 3.84 14.938 31.356 -0.088 0.283 0.296
O 8.692 14.372 33.869 0.214 -0.164 -0.193
O 6.741 15.567 34.872 0.342 -0.506 0.374
O 10.781 0.597 33.996 -0.209 0.058 0.132
O 12.295 3.207 31.121 0.044 0.28 0.25
O 13.48 2.755 33.715 0.046 -0.045 0.321
O 13.726 1.418 30.057 0.062 0.109 -0.021
O 10.141 6.034 33.799 0.424 -0.186 0.426
O 12.22 4.501 35.132 0.05 -0.043 -0.149
O 13.596 8.399 34.033 -0.269 -0.383 0.147
O 13.652 9.726 31.69 0.198 0.108 0.442
O 9.88 12.344 34.912 0.029 -0.056 -0.019
O 11.782 11.071 33.631 -0.089 0.043 0.558
O 14.548 13.257 34.335 -0.198 -0.112 0.18
O 12.457 15.103 34.808 0.136 0.157 0.607
O 2.457 2.82 20.92 0.488 -0.176 -0.204
O 0.398 4.156 21.921 0.201 0.245 -0.146
O 2.036 2.703 24.218 0.098 0.087 -0.34
O 3.842 1.407 22.467 0.2 -0.081 -0.359
O 1.187 9.167 22.516 0.346 -0.142 -0.619
O 4.026 8.96 23.879 -0.249 0.193 -0.139
O 4.237 5.505 21.219 -0.044 -0.156 -0.035
O 2.826 7.779 21.138 -0.058 0.066 -0.175
O 2.84 13.175 21.38 -0.361 0.144 -0.601
O 0.71 14.661 21.964 -0.204 0.078 0.043
O 3.597 0.679 25.021 -0.217 0.075 -0.286
O 4.561 11.058 22.172 -0.344 0.284 -0.496
O 5.343 3.922 23.015 -0.119 -0.096 0.085
O 6.854 5.208 21.399 0.024 0.027 -0.068
O 10.005 1.022 21.882 -0.242 0.267 -0.163
O 8.354 3.015 20.875 0 -0.338 -0.033
O 8.095 11.454 23.341 0.112 -0.059 -0.35
O 7.308 9.9 21.354 -0.001 0.344 -0.004
O 10.315 5.595 20.282 0.312 0.041 0.087
O 8.458 7.769 20.477 -0.188 0.304 -0.755
O 8.179 13.513 20.756 0.312 -0.156 -0.759
O 6.434 15.355 21.69 -0.325 0.175 -0.149
O 9.934 11.713 21.414 -0.14 -0.084 -0.102
O 10.595 11.252 23.929 -0.05 0.144 -0.213
O 11.501 4.349 22.04 0.397 -0.149 -0.027
O 11.905 6.496 27.22 -0.135 -0.145 -0.214
O 14.509 2.89 21.565 -0.158 -0.216 -0.176
O 15.59 0.444 22.189 -0.077 0.034 -0.214
O 13.423 7.898 20.988 0.16 -0.089 -0.15
O 11.312 9.294 21.718 0.023 0.205 -0.247
O 13.424 8.439 26.317 -0.167 0.182 -0.04
O 14.743 5.711 21.718 0.134 0.07 0.022
O 13.828 13.416 20.96 0.014 0.016 -0.377
O 11.842 14.671 21.894 0.239 0.29 -0.327
O 15.186 9.317 23.488 0.198 -0.133 -0.264
O 15.335 11.312 21.683 0.126 -0.052 -0.299
O 1.618 0.357 23.213 0.11 -0.337 -0.029
O 16.257 15.243 24.397 -0.26 0.064 -0.233
O 1.155 4.985 25.368 -0.098 -0.099 -0.206
O 6.705 1.527 22.534 -0.096 0.163 -0.429
O 15.094 11.828 24.316 -0.004 0.062 -0.159
O 14.729 4.19 23.868 0.135 -0.126 -0.454
O 5.344 6.647 23.235 0.266 0.082 -0.259
O 0.567 7.617 24.742 0.065 0.014 -0.35
O 10.694 6.928 22.605 -0.322 -0.136 -0.362
O 5.195 11.336 24.728 0.233 0.247 -0.194
O 1.945 15.018 26.204 0.115 0.26 0.188
O 7.044 14.589 28.374 -0.067 0.065 -0.167
O 0.461 2.662 26.423 -0.106 -0.252 -0.294
O 3.119 3.381 26.435 0.056 0.027 -0.166
O 7.823 3.475 23.944 0.024 0.051 -0.429
O 5.711 2.224 24.863 0.179 0.037 0.031
O 3.942 10.523 26.89 -0.184 -0.096 -0.133
O 1.784 6.889 27.1 0.111 0.289 0.118
O 6.455 9.445 23.651 -0.081 -0.015 -0.005
O 6.471 15.422 30.846 0.129 0.059 0.094
O 6.781 0.731 28.909 -0.172 0.2 -0.047
O 5.746 12.512 27.175 -0.068 -0.057 0.123
O 8.358 16.056 23.411 0.123 -0.044 -0.305
O 9.767 13.627 23.265 -0.037 0.031 -0.084
O 10.961 15.797 23.971 -0.105 0.166 -0.064
O 9.842 1.582 24.495 -0.136 0.156 -0.341
O 12.744 3.7 25.721 -0.153 -0.081 -0.288
O 14.22 5.909 25.847 0.086 -0.211 0.017
O 9.48 3.439 26.179 0.032 -0.065 -0.051
O 12.433 5.649 24.044 0.11 0.03 -0.245
O 10.899 8.924 26.956 0.041 -0.055 -0.05
O 11.406 1.603 26.627 -0.006 0.012 0.008
O 13.058 11.019 23.064 0.156 -0.049 -0.429
O 9.096 8.954 23.23 -0.045 0.108 -0.256
O 3.559 12.973 25.742 0.136 0.05 -0.047
O 11.538 8.675 24.379 -0.099 -0.086 -0.375
O 2.132 4.592 28.436 -0.05 0.138 0.216
O 0.277 6.238 29.241 -0.205 0.035 0.088
O 5.236 7.319 25.712 -0.077 0.248 -0.243
O 7.988 6.745 31.988 0.118 -0.01 0.079
O 2.99 6.658 24.621 0.09 0.064 0.071
O 0.718 10.269 24.994 -0.017 -0.207 -0.152
O 2.679 9.878 29.194 -0.119 0.027 0.02
O 2.348 12.252 30.429 -0.014 -0.003 -0.076
O 15.336 11.088 26.869 0.056 0.084 -0.204
O 0.556 12.901 25.669 0.12 0.032 0.198
O 5.916 0.463 26.611 -0.118 -0.135 -0.232
O 4.315 14.687 27.614 0.007 0.063 0.159
O 8.643 1 26.843 -0.072 0.21 -0.042
O 9.829 5.057 24.143 0.072 -0.109 -0.149
O 6.386 11.341 31.298 0.284 0.243 0.006
O 5.321 10.276 29.094 0.002 -0.148 -0.067
O 5.201 13.375 29.741 0.008 0.016 0.151
O 10.359 12.893 32.325 -0.41 0.171 0.315
O 4.209 2.977 28.879 -0.246 0.094 0.087
O 6.391 3.559 30.202 0.075 0.23 0.255
O 8.903 16.144 29.874 -0.171 0.087 -0.183
O 5.818 15.986 24.144 -0.092 -0.063 -0.125
O 14.249 1.994 26.916 0.128 -0.233 0.098
O 12.442 3.132 28.448 0.187 0.271 0.058
O 7.632 5.22 25.876 -0.305 -0.163 -0.116
O 15.395 4.182 28.031 -0.235 0.075 -0.28
O 14.353 6.722 28.259 0.007 0.235 0.158
O 12.266 6.426 30.533 0.072 -0.21 0.184
O 12.038 8.936 29.812 0.02 -0.04 -0.147
O 13.982 10.652 29.18 0.073 0.04 -0.096
O 12.417 10.838 25.679 -0.141 0.074 0.051
O 12.206 13.307 24.276 0.182 0.246 -0.177
O 0.455 14.134 29.389 -0.069 -0.029 0.181
O 15.988 0.543 31.178 -0.059 -0.12 0.19
O 2.843 6.726 29.722 -0.032 0.246 -0.038
O 16.065 1.667 28.781 0.065 -0.035 0.181
O 15.819 14.909 26.964 -0.109 0.18 -0.269
O 3.893 4.529 30.904 -0.057 -0.012 0.334
O 0.194 11.544 29.09 -0.077 -0.09 -0.18
O 15.806 9.332 32.956 0.04 -0.404 0.152
O 4.519 5.41 27.581 0.076 -0.114 -0.208
O 4.325 8.103 28 0.061 -0.037 0.06
O 15.141 14.612 32.124 -0.26 -0.043 0.067
O 14.746 15.698 29.177 -0.019 0.037 -0.178
O 14.553 13.124 28.468 -0.065 0.126 -0.123
O 1.341 10.269 31.646 -0.011 -0.234 0.035
O 8.172 4.927 28.592 0.189 0.104 0.202
O 6.552 8.848 30.928 0.295 0.073 0.006
O 9.416 1.392 31.883 -0.206 -0.167 0.372
O 6.929 2.881 27.627 -0.183 0.224 0.119
O 2.275 12.99 27.962 0.146 -0.141 0.051
O 4.029 10.188 31.386 -0.088 -0.234 -0.142
O 6.708 6.904 27.769 0.029 0.099 -0.052
O 9.252 6.817 26.902 -0.075 0.112 0.019
O 4.548 2.134 31.599 -0.247 -0.104 0.397
O 3.008 0.402 33.002 -0.279 0.222 0.08
O 7.943 11.979 33.179 0.092 -0.272 0.01
O 5.779 13.524 32.448 0.185 -0.11 0.153
O 13.035 5.086 32.639 0.011 0.102 0.004
O 10.912 3.189 33.252 0.045 0.011 -0.316
O 10.4 7.826 31.79 0.096 0.182 0.328
O 10.2 7.358 29.153 -0.192 -0.141 0.115
O 14.544 5.086 30.36 -0.181 -0.033 0.261
O 14.488 7.214 31.846 0.123 -0.043 0.035
O 11.076 1.251 29.784 0.118 0.058 -0.097
O 8.781 2.529 29.58 0.253 0.093 0.222
O 11.825 11.309 30.824 -0.158 -0.023 0.219
O 13.051 13.052 32.243 0.132 0.269 0.125
Si 0.045 0.039 5.427 0.015 0.017 -0.036
Si 2.726 2.795 5.474 -0.004 -0.031 -0.025
Si 0.02 5.516 5.428 0.013 0.016 -0.004
Si 2.808 8.276 5.438 0.057 0.015 0.034
Si 0.062 11.012 5.433 0.016 0.037 -0.016
Si 2.778 13.795 5.416 0.068 0.039 -0.041
Si 5.504 0.064 5.431 -0.027 0.004 -0.021
Si 8.228 2.83 5.441 0.042 -0.021 0.015
Si 5.532 5.543 5.483 0.051 0.061 0.023
Si 8.282 8.308 5.407 0.043 0.067 -0.047
Si 5.576 11.013 5.405 0.049 0.048 -0.053
Si 8.245 13.753 5.423 0.002 -0.003 -0.05
Si 10.987 0.068 5.431 0.008 -0.003 -0.033
Si 13.69 2.813 5.448 -0.022 0.022 -0.046
Si 10.961 5.55 5.424 -0.021 0.007 -0.08
Si 13.695 8.269 5.443 0.054 -0.033 -0.047
Si 11.009 11.003 5.397 0.015 0.056 -0.034
Si 13.717 13.725 5.373 0.029 -0.011 -0.043
Si 1.389 1.391 6.819 0.008 -0.008 0.027
Si 4.133 4.149 6.809 -0.039 0.032 -0.005
Si 1.413 6.88 6.777 -0.027 -0.002 -0.018
Si 4.186 9.641 6.781 -0.048 -0.037 0.002
Si 1.427 12.383 6.779 -0.067 -0.013 0.006
Si 4.147 15.101 6.811 -0.018 -0.018 0.016
Si 6.869 1.426 6.797 -0.022 0.009 -0.038
Si 9.601 4.174 6.808 -0.054 0.042 -0.002
Si 6.914 6.92 6.8 -0.043 -0.038 -0.009
Si 9.644 9.64 6.792 -0.037 -0.051 -0.002
Si 6.907 12.361 6.8 0.005 -0.045 0.024
Si 9.616 15.094 6.794 -0.042 0.014 -0.003
Si 12.347 1.413 6.806 0.01 -0.03 0.015
Si 15.064 4.15 6.813 -0.021 0.011 0.011
Si 12.329 6.89 6.806 -0.012 -0.012 0.013
Si 15.085 9.624 6.789 0.007 -0.034 -0.002
Si 12.363 12.356 6.772 -0.042 -0.01 -0.03
Si 15.075 15.063 6.776 -0.001 -0.006 -0.019
Si 0.004 2.741 8.169 0.022 0.005 0.006
Si 2.753 0.021 8.182 0.029 0.027 0.014
Si 0.028 8.224 8.146 0.017 0.009 0.005
Si 2.746 5.492 8.162 0.03 0.001 0.011
Si 0.026 13.694 8.157 0.033 0.011 0.007
Si 2.775 10.978 8.136 0.043 0.002 -0.005
Si 5.475 2.752 8.171 0.031 0.01 0.008
Si 8.22 0.029 8.156 0.015 -0.01 0.01
Si 5.508 8.242 8.166 0.049 0.017 -0.003
Si 8.221 5.51 8.183 0.049 0.035 0.01
Si 5.495 13.691 8.157 0.001 -0.01 0
Si 8.248 10.969 8.169 0.035 0.026 -0.004
Si 10.95 2.76 8.16 0.008 0.006 -0.018
Si 13.7 0.009 8.152 -0.006 0.019 0.011
Si 10.956 8.236 8.179 0 0 -0.003
Si 13.678 5.495 8.171 0.032 0.04 -0.01
Si 10.969 13.691 8.147 0.038 0.011 0.004
Si 13.699 10.967 8.155 0.022 0.016 0.003
Si 1.385 4.092 9.523 -0.026 0.003 -0.002
Si 4.117 1.37 9.545 -0.026 0.002 0.016
Si 1.407 9.583 9.497 -0.032 -0.014 -0.002
Si 4.124 6.848 9.516 -0.031 -0.003 0.004
Si 1.391 15.036 9.539 -0.013 0.002 0.001
Si 4.126 12.319 9.526 -0.019 -0.023 0.008
Si 6.842 4.111 9.533 -0.033 0.004 -0.005
Si 9.587 1.376 9.525 -0.017 0.009 0
Si 6.867 9.595 9.54 -0.016 -0.025 -0.008
Si 9.587 6.857 9.551 -0.025 -0.029 -0.009
Si 6.857 15.047 9.525 -0.008 0.003 -0.006
Si 9.609 12.324 9.535 -0.037 -0.036 -0.015
Si 12.325 4.098 9.535 -0.033 -0.001 -0.015
Si 15.062 1.349 9.536 -0.028 -0.008 0.004
Si 12.337 9.591 9.535 -0.026 -0.025 -0.011
Si 15.064 6.845 9.52 -0.032 -0.026 0.001
Si 12.337 15.037 9.521 -0.035 -0.012 -0.01
Si 15.07 12.312 9.524 -0.031 -0.034 0.007

Results
total energy: -115453.943 eV
total energy less fixed offsets of O -438.35, Si -107.03 eV per atom: 12.397 eV
